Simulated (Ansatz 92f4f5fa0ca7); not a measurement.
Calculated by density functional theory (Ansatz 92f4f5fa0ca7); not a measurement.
Periodic cell of 255 atoms, Si165O90, from a study of silicon, its oxide and their interface. The atomic structure is a simulated model.
Doubt: the cutoff is far below the 930 eV that the study's wrapper takes by default for these files, so forces and energies are approximate.

Settings
functional: PBE
potential files: Ansatz PAW
basis: plane waves
wave-function cutoff: 580 eV
density cutoff ratio: 5
exchange-correlation grid ratio: 1
k mesh: 1 x 1 x 1, Gamma-centred
self-consistency stop: 5e-08 eV per atom in the density residual
occupations: fixed
spin: none
net charge: 0

Cell vectors (angstrom)
a	10.938	0	0
b	0	10.938	0
c	0	0	37.5068

Atoms: element, x, y, z (angstrom)
Si	0	0	0.683
Si	5.469	0	0.683
Si	2.7345	2.7345	0.683
Si	8.2035	2.7345	0.683
Si	0	5.469	0.683
Si	5.469	5.469	0.683
Si	2.7345	8.2035	0.683
Si	8.2035	8.2035	0.683
Si	1.3673	1.3673	2.0503
Si	6.8362	1.3673	2.0503
Si	4.1018	4.1018	2.0503
Si	9.5708	4.1018	2.0503
Si	1.3673	6.8362	2.0503
Si	6.8362	6.8362	2.0503
Si	4.1018	9.5708	2.0503
Si	9.5708	9.5708	2.0503
Si	2.7345	0	35.4553
Si	8.2035	0	35.4553
Si	0	2.7345	35.4553
Si	5.469	2.7345	35.4553
Si	2.7345	5.469	35.4553
Si	8.2035	5.469	35.4553
Si	0	8.2035	35.4553
Si	5.469	8.2035	35.4553
Si	4.1018	1.3673	36.8225
Si	9.5708	1.3673	36.8225
Si	1.3673	4.1018	36.8225
Si	6.8362	4.1018	36.8225
Si	4.1018	6.8362	36.8225
Si	9.5708	6.8362	36.8225
Si	1.3673	9.5708	36.8225
Si	6.8362	9.5708	36.8225
Si	-1.3893	-1.5145	28.6759
Si	5.0888	0.5617	27.2945
Si	3.2871	2.13	27.3542
Si	7.9801	2.918	27.3288
Si	-0.3026	5.642	27.3961
Si	5.7263	5.0893	27.2276
Si	2.6343	8.7297	26.7934
Si	8.4641	7.8884	27.2197
Si	1.4067	1.2936	28.5674
Si	6.8099	1.363	28.6578
Si	4.1359	3.9649	28.5902
Si	9.5119	4.0625	28.6934
Si	1.3351	6.6911	28.6395
Si	6.8225	6.7626	28.5252
Si	4.1266	9.6526	28.4089
Si	11.0627	10.6103	27.3701
Si	2.7367	-0.0754	29.9653
Si	8.1816	-0.0663	29.9515
Si	0.0309	2.6753	29.9412
Si	5.5028	2.7247	30.0725
Si	2.7336	5.3527	29.9456
Si	8.1648	5.4662	30.0259
Si	0.0503	8.1487	30.021
Si	5.4288	8.1817	29.8178
Si	4.095	1.3159	31.3654
Si	9.5742	1.3156	31.3086
Si	1.3716	4.0364	31.3506
Si	6.8388	4.1004	31.4333
Si	4.1009	6.8038	31.2679
Si	9.581	6.8067	31.3828
Si	1.3813	9.539	31.3909
Si	6.788	9.5102	31.2902
Si	-0.0056	-0.0211	32.7225
Si	5.4728	-0.0461	32.7153
Si	2.7359	2.6945	32.7349
Si	8.2302	2.6964	32.7215
Si	0.0127	5.4277	32.7255
Si	5.4483	5.4867	32.7271
Si	2.7559	8.1538	32.7052
Si	8.185	8.1898	32.7067
Si	1.3531	1.3509	34.0963
Si	6.8335	1.3472	34.0804
Si	4.0919	4.0963	34.0854
Si	9.5693	4.084	34.0951
Si	1.3674	6.8187	34.0836
Si	6.8283	6.8368	34.0933
Si	4.0941	9.5462	34.0844
Si	9.5538	9.5595	34.0831
Si	2.7451	0.0161	3.4113
Si	8.2172	0.0299	3.4193
Si	-0.0065	2.7473	3.4273
Si	5.4787	2.7511	3.4281
Si	2.7231	5.4675	3.437
Si	8.2104	5.4733	3.4227
Si	0.0099	8.2092	3.4224
Si	5.4882	8.2293	3.423
Si	4.0801	1.4104	4.7903
Si	9.5378	1.4263	4.8123
Si	1.3277	4.116	4.8241
Si	6.8697	4.096	4.8099
Si	4.1075	6.8578	4.7749
Si	9.5762	6.8423	4.7943
Si	1.3665	9.6085	4.7776
Si	6.8555	9.6217	4.7932
Si	-0.0045	0.0652	6.1344
Si	5.5213	0.1186	6.1488
Si	2.6731	2.7288	6.1912
Si	8.1979	2.7648	6.2839
Si	-0.0859	5.4334	6.2265
Si	5.4965	5.4921	6.1189
Si	2.7422	8.2437	6.1284
Si	8.2758	8.2878	6.1433
Si	1.2612	1.3766	7.6348
Si	6.8079	1.4222	7.6889
Si	4.1141	4.1105	7.4573
Si	9.5232	4.0881	7.7672
Si	1.3097	6.8825	7.4554
Si	6.8863	6.9052	7.4477
Si	4.133	9.697	7.4433
Si	9.6041	9.7062	7.5675
Si	3.8484	1.4181	10.3224
Si	8.1613	0.0143	9.0846
Si	-0.1711	2.5513	9.1944
Si	5.2786	2.741	9.0061
Si	2.8037	5.5845	8.6914
Si	8.1801	5.6785	8.9802
Si	0.1294	8.3639	8.8948
Si	5.6094	8.394	8.7324
Si	2.6872	-0.0327	8.8992
Si	9.4921	1.1525	10.7482
Si	1.4125	3.4323	10.6875
Si	6.4786	5.1919	10.5869
Si	4.071	7.1109	9.8536
Si	9.4824	7.2122	10.1879
Si	1.8079	9.2756	10.3376
Si	7.0726	9.321	10.3719
O	5.8116	0.2355	25.8221
O	9.5599	6.7312	26.7421
O	2.6639	2.3862	11.0498
O	1.5626	11.2703	13.1319
O	10.12	0.0652	26.0579
O	3.9718	6.6753	23.651
O	5.9595	3.6776	10.2123
O	-0.4313	0.0137	11.3559
O	7.0631	5.0963	12.1226
O	4.7306	0.5332	11.4371
O	12.9586	15.6358	9.8614
O	5.1774	6.2301	10.7687
O	0.6072	4.0657	12.0141
O	8.3132	8.2031	10.8874
O	8.7404	1.8328	12.1026
O	3.0917	8.1955	10.6598
O	0.4683	4.9732	26.1027
O	3.0137	8.5673	25.1873
O	8.7079	2.3203	25.9767
O	1.2349	9.5732	26.7306
O	5.079	5.6312	25.7956
O	2.3344	-3.7029	27.4001
O	7.9603	8.5645	25.7883
O	6.6695	9.6887	23.7865
Si	3.382	5.5899	13.4042
Si	9.4559	-6.4092	22.3628
Si	4.5857	4.8622	17.6145
Si	11.6802	10.1686	12.2054
Si	5.8376	-0.514	12.0989
Si	3.4903	12.1452	22.7771
Si	-0.2027	11.59	18.6327
Si	0.0682	7.86	14.2983
Si	11.1441	-7.4381	19.878
Si	4.8094	8.3427	14.2888
Si	8.8882	-1.7236	19.2233
Si	2.6653	-3.3528	23.9294
Si	5.3294	6.0199	24.2331
Si	-4.7153	4.4219	13.3565
Si	2.3661	9.1751	15.9057
Si	7.5012	8.3669	24.2345
Si	11.566	5.7044	12.2764
Si	4.2378	11.5013	20.0734
Si	-1.2498	1.8601	15.8454
Si	10.6193	-6.4893	17.0499
Si	9.2926	7.2574	16.669
Si	1.515	11.9121	14.6396
Si	4.9448	3.9411	22.0575
Si	1.47	7.8759	21.2175
Si	0.6905	5.2031	24.51
Si	5.9362	11.0763	24.2071
Si	1.772	2.5789	24.6612
Si	9.8611	1.4389	25.2381
Si	7.1816	11.4368	20.117
Si	2.7743	5.1524	20.125
Si	-4.4886	6.4346	15.7669
Si	9.2707	-3.4564	21.8112
Si	2.2151	-1.1363	18.7859
Si	-3.2156	1.6311	13.396
Si	5.8558	2.8662	19.4134
Si	2.4947	3.7025	15.6973
Si	-2.7564	1.6942	22.7932
O	4.0479	6.9931	13.8362
O	-0.8802	-0.6083	19.4059
O	12.3994	8.0672	15.129
O	4.4349	0.1512	23.569
O	-0.5669	6.0338	16.7807
O	6.6023	5.1923	14.7333
O	4.4403	2.0166	19.3307
O	2.2807	8.812	17.4934
O	2.0848	1.415	23.5605
O	3.8398	4.8569	21.305
O	2.5275	4.9024	14.6086
O	8.679	-2.7175	20.49
O	-1.218	8.0524	15.2988
O	6.67	2.8732	13.4976
O	10.426	-6.63	18.6596
O	3.8272	3.8077	16.6273
O	1.3547	6.6635	24.2628
O	0.3126	2.2687	25.2808
O	-0.3643	6.3996	11.1705
O	6.8844	4.0048	26.7041
O	3.1442	0.6717	21.279
O	12.8743	6.4604	20.5708
O	10.8421	1.9228	19.6417
O	5.6727	4.7558	23.2573
O	4.2406	2.6434	22.719
O	8.7936	-5.0332	21.7628
O	-2.5251	1.4789	14.8887
O	-5.863	9.3135	13.026
O	6.0336	3.4721	20.927
O	0.0644	6.3362	13.6902
O	4.6075	4.5494	13.0524
O	-0.733	5.0073	23.7356
O	7.5429	10.148	19.181
O	5.6905	0.1832	20.7268
O	14.845	9.1033	15.4023
O	2.3494	8.3548	22.5185
O	-2.7601	0.8693	21.3665
O	10.5407	-6.985	21.3042
O	2.9217	2.6217	25.8049
O	12.2685	0.1726	18.3805
O	3.5655	-5.4754	18.731
O	7.0953	1.8329	19.1494
O	7.8225	-4.3528	16.5982
O	12.7346	3.8631	19.9034
O	8.7459	8.1763	23.1928
O	0.0189	1.5438	14.8888
O	5.8263	14.9916	18.3144
O	6.7779	1.3996	23.58
O	10.8836	-3.2809	21.7316
O	2.5116	13.1751	14.9539
O	12.7715	-0.2465	15.6647
O	9.4127	1.1145	23.7009
O	9.2475	-2.6262	17.9118
O	6.2033	7.8585	14.9962
O	1.1844	3.9544	16.6371
O	8.3823	3.3222	22.6287
O	1.7265	4.0588	23.9671
O	-1.3482	14.397	16.2349
O	0.0134	9.0139	13.1405
O	-9.3322	9.0096	20.0644
O	5.2113	6.1149	16.7832
O	-1.0369	1.0129	17.2512
O	2.2658	5.9777	12.2651
O	6.8498	0.287	13.1089
O	3.7354	10.3361	19.07
O	6.5695	7.0484	24.119

Results
free energy: -156078.569 eV
free energy less fixed offsets of O -568.88, Si -635.61 eV per atom: -3.719 eV

Forces (eV/angstrom), in the order of the atoms: element, x, y, z
Si	-0.0065	-0.0315	0.0049
Si	0.0017	-0.0025	-0.0018
Si	-0.0212	0.0125	0.0056
Si	-0.039	0.0181	0.0123
Si	-0.0258	-0.0076	-0.0028
Si	-0.0966	0.0528	0.0009
Si	0.0056	-0.0605	0.0058
Si	-0.0211	-0.0091	0.0052
Si	-0.0565	0.0865	0.0618
Si	-0.0677	0.0594	0.0186
Si	0.0087	0.0747	0.1062
Si	0.0397	0.0889	-0.0192
Si	0.0274	0.0015	0.0331
Si	0.0076	0.0089	0.0652
Si	0.0422	0.0529	-0.0022
Si	0.0197	0.0499	0.1031
Si	-0.012	-0.1286	-0.0367
Si	-0.0059	-0.0446	0.0373
Si	0.0249	-0.0517	0.1191
Si	0.0302	-0.0141	-0.1054
Si	-0.0256	-0.0718	0.0586
Si	-0.0337	-0.0319	-0.0368
Si	-0.0174	-0.0628	-0.104
Si	-0.004	0.0046	0.0903
Si	0.0156	-0.0104	-0.0095
Si	0.0124	0.0033	0.0095
Si	0.0232	0.0244	0.0088
Si	0.0347	-0.006	0.0106
Si	0.0466	-0.0041	-0.0085
Si	0.0536	-0.0019	0.0011
Si	0.0228	0.0224	0.0065
Si	-0.006	0.0106	0.0051
Si	0.045	0.0936	-0.0303
Si	0.5215	-0.4927	-0.0253
Si	-0.4184	0.4866	-0.14
Si	0.0025	0.1148	-0.2748
Si	-0.1942	-0.2547	-0.3778
Si	-0.0216	-0.0219	-0.5717
Si	-0.1154	-0.1505	-0.5193
Si	-0.0324	-0.0165	-0.4944
Si	-0.0686	-0.0571	-0.1194
Si	0.0333	0.1373	-0.0014
Si	0.0298	-0.0115	0.0154
Si	-0.0197	-0.0395	-0.0496
Si	0.1432	-0.0079	-0.0095
Si	0.032	-0.0702	-0.1196
Si	-0.0094	0.1535	0.0342
Si	-0.0781	-0.0923	-0.2925
Si	0.0519	0.0368	0.0569
Si	-0.0191	-0.011	0.0024
Si	-0.037	0.0566	-0.0097
Si	-0.0337	-0.0228	0.1141
Si	0.1383	-0.0647	0.0809
Si	0.0445	0.0098	0.1421
Si	0.0243	0.0059	0.1746
Si	-0.0376	0.0157	-0.0724
Si	0.0455	0.0178	-0.1136
Si	0.0103	0.005	-0.0134
Si	-0.0695	0.0004	0.0476
Si	0.0135	0.037	-0.1106
Si	-0.0559	0.0059	-0.0865
Si	0.0305	-0.1087	-0.1075
Si	0.0348	0.0116	-0.1326
Si	0.0267	0.0413	0.0481
Si	0.0205	-0.0092	-0.0274
Si	-0.0543	-0.0009	-0.0745
Si	-0.0005	-0.0333	-0.0575
Si	-0.0173	0.0528	-0.0281
Si	-0.0603	-0.0172	-0.0376
Si	0.0657	-0.028	-0.0307
Si	-0.0372	0.0069	-0.0084
Si	0.0363	0.0056	-0.0727
Si	-0.022	0.0356	-0.024
Si	-0.0043	-0.0142	-0.0242
Si	-0.0204	0.0251	-0.0035
Si	0.032	-0.0086	-0.0264
Si	-0.0078	0.0037	-0.0065
Si	-0.0007	-0.0265	-0.0356
Si	0.0335	0.0132	-0.0058
Si	0.0002	0.0159	-0.0098
Si	0.0291	-0.0185	0.054
Si	-0.0192	-0.0122	-0.0112
Si	-0.0295	0.0092	-0.0058
Si	-0.0593	0.0184	-0.0119
Si	0.0249	0.0376	-0.0156
Si	-0.002	0.0241	0.0154
Si	0.0464	-0.0704	0.011
Si	-0.0216	-0.0394	0.04
Si	0.0622	0.0117	0.0408
Si	0.0864	-0.0111	0.0859
Si	-0.0152	-0.0221	0.0401
Si	-0.0513	0.0772	0.0244
Si	-0.0118	-0.0173	-0.0113
Si	-0.0189	-0.0056	0.0528
Si	-0.0265	-0.0134	0.0274
Si	0.0232	0.048	0.0317
Si	-0.0566	0.0701	0.0812
Si	-0.2203	-0.0531	-0.0142
Si	-0.0402	-0.027	0.1456
Si	0.0163	-0.075	0.063
Si	0.0437	0.0933	0.0481
Si	0.095	0.0766	0.0559
Si	0.1295	0.0224	0.1117
Si	-0.087	-0.1003	0.1461
Si	-0.0052	-0.0935	-0.0648
Si	-0.0421	-0.032	0.0528
Si	0.0445	-0.0209	-0.1172
Si	0.017	0.06	0.0971
Si	-0.0472	0.0989	-0.0127
Si	-0.0151	0.1295	-0.2101
Si	-0.0198	-0.0036	0.0543
Si	0.0631	0.0081	0.1749
Si	-0.3317	-0.1467	0.0653
Si	0.197	0.044	0.0978
Si	0.0535	0.0052	0.2119
Si	0.0938	0.1706	0.11
Si	-0.3667	-0.2569	0.2623
Si	-0.1016	0.0025	0.1253
Si	-0.3343	-0.099	-0.0139
Si	-0.1744	-0.0816	-0.1169
Si	0.2573	0.1214	-0.1266
Si	-0.5153	0.1918	-0.1511
Si	0.1047	-0.1051	-0.3305
Si	-0.2204	0.1151	0.2373
Si	0.7496	0.2015	0.0628
Si	0.4043	-0.027	-0.103
Si	0.6746	-0.6377	-0.3259
Si	0.507	-0.5273	-0.2206
O	-0.2775	0.141	0.4035
O	0.0527	0.059	0.358
O	-0.0262	-0.0078	0.0565
O	0.039	-0.1335	-0.2904
O	0.0936	0.0223	0.241
O	-0.0067	0.0073	0.049
O	0.0603	-0.1222	-0.3275
O	0.1892	-0.0816	0.1285
O	0.1158	0.0501	-0.1559
O	0.0449	0.0155	-0.0197
O	0.0603	0.1833	-0.2197
O	0.0488	-0.1583	-0.092
O	0.072	-0.1211	-0.0141
O	-0.4622	0.4216	-0.1723
O	0.2784	-0.0987	-0.4443
O	-0.5781	0.2757	-0.0021
O	-0.1041	0.0449	0.2546
O	0.1235	0.186	0.4317
O	-0.0152	-0.0958	0.0763
O	0.0344	0.1566	0.2933
O	0.0624	-0.1233	0.504
O	-0.088	0.075	0.2906
O	0.158	-0.0703	0.4688
O	-0.0058	0.0498	0.0971
Si	0.1434	0.0184	0.2981
Si	-0.0331	0.0915	-0.1619
Si	0.026	0.0028	-0.0024
Si	-0.2704	0.156	0.3333
Si	-0.0362	0.0423	0.1957
Si	0.106	0.0794	-0.0981
Si	0.064	0.0444	-0.015
Si	0.1036	-0.0124	0.457
Si	-0.0361	0.1049	-0.0427
Si	0.1178	-0.2058	0.3477
Si	0.0152	-0.1627	0.0008
Si	-0.0849	-0.225	-0.1389
Si	0.0513	-0.046	-0.2866
Si	-0.0218	0.1251	0.1831
Si	0.0211	-0.1114	0.1178
Si	0.016	-0.1673	-0.2281
Si	-0.0685	-0.0128	0.1382
Si	-0.0431	-0.0115	0.052
Si	0.0911	0.1476	0.1123
Si	0.007	-0.0298	0.0411
Si	-0.1209	-0.0937	-0.0633
Si	-0.1263	0.0595	0.4727
Si	-0.0438	-0.0111	-0.0402
Si	-0.0775	0.0129	0.0497
Si	0.0217	0.1586	-0.3262
Si	-0.1298	0.0907	-0.4813
Si	0.0505	-0.0223	-0.3831
Si	-0.091	0.0663	-0.1292
Si	-0.0774	0.0444	0.0771
Si	0.0748	-0.0007	0.0288
Si	0.0169	0.0596	-0.0171
Si	0.1244	-0.1102	-0.0198
Si	0.073	-0.0864	-0.0366
Si	-0.1605	0.1975	0.1356
Si	-0.0627	0.1058	0.0262
Si	0.0459	0.0003	0.1132
Si	-0.1226	0.1407	-0.1748
O	-0.0704	0.0118	-0.1671
O	-0.0004	0.0301	0.0305
O	-0.1015	0.0156	-0.15
O	0.0536	-0.0761	0.1418
O	0.0372	0.0079	0.0099
O	0.0202	-0.0725	-0.1092
O	-0.02	-0.0513	-0.043
O	-0.0147	0.048	-0.0505
O	-0.1057	0.0829	0.2066
O	-0.0229	-0.0074	0.0263
O	-0.0157	0.0621	-0.1588
O	-0.0587	0.0779	-0.0296
O	0.0949	0.0518	-0.1314
O	0.0472	-0.1205	-0.0853
O	-0.0399	-0.0211	0.0221
O	-0.0265	-0.0283	-0.0221
O	-0.0663	0.0114	0.0275
O	-0.0446	0.0179	0.1592
O	-0.0888	0.0922	0.0629
O	-0.0502	-0.005	0.535
O	0.0457	0.0159	0.017
O	-0.0019	0.0107	-0.0093
O	-0.0204	-0.0767	-0.01
O	-0.024	0.0674	0.1252
O	-0.0233	0.0104	-0.0001
O	-0.001	0.0299	0.0149
O	-0.0008	-0.0357	-0.1523
O	-0.038	0.1558	-0.2411
O	0.0381	0.0105	0.0179
O	-0.0226	-0.1098	-0.2044
O	-0.1617	-0.0839	-0.0897
O	0.0477	-0.041	0.1255
O	0.0776	-0.0085	-0.0245
O	0.0676	-0.0255	-0.0402
O	-0.0272	0.0808	-0.0786
O	-0.0009	0.0093	0.0458
O	0.003	-0.0192	0.064
O	0.038	-0.0258	0.025
O	0.128	-0.2123	0.2479
O	-0.0197	0.0689	-0.0353
O	-0.0133	0.0089	-0.042
O	0.0024	-0.0383	-0.0122
O	0.0312	-0.0019	0.0374
O	-0.0091	-0.0706	0.015
O	-0.044	0.0646	0.1057
O	0.0851	-0.0266	-0.1229
O	0.0061	-0.0143	-0.0137
O	0.0504	-0.019	0.1483
O	-0.0173	0.0252	-0.0056
O	-0.0376	-0.0917	-0.1476
O	-0.014	0.0592	-0.0862
O	0.1449	-0.0191	0.2581
O	0.0079	0.0951	0.0119
O	-0.0827	0.034	-0.0714
O	0.0063	0.0028	-0.0586
O	0.0326	-0.1448	0.0737
O	0.0493	-0.1177	0.0945
O	-0.0092	-0.0485	-0.0375
O	0.0467	0.2443	-0.2667
O	0.012	0.0387	-0.0102
O	-0.0155	0.0235	0.0132
O	-0.0282	-0.0347	-0.0262
O	-0.0345	0.1289	-0.1268
O	-0.0598	-0.1444	-0.0557
O	-0.073	-0.0286	-0.0619
O	0.0541	0.0139	0.0735

The program warned: the cutoff lies below the one the program advises for these potential files; the forces do not sum to zero within the program's tolerance; the exchange-correlation potential is rough where the density is thin.
